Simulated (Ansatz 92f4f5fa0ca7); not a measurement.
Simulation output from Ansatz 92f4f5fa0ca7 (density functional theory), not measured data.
Periodic cell of 223 atoms, Si133O90, from a study of silicon, its oxide and their interface. The atomic structure is a simulated model.
Doubt: the cutoff is far below the 930 eV that the study's wrapper takes by default for these files, so forces and energies are approximate.
This geometry differs little from another in the collection (a relaxation step or a small displacement).

Settings
functional: PBE
potential files: Ansatz PAW
basis: plane waves
wave-function cutoff: 580 eV
density cutoff ratio: 5
exchange-correlation grid ratio: 1
k mesh: 1 x 1 x 1, Gamma-centred
self-consistency stop: 5e-08 eV per atom in the density residual
occupations: fixed
spin: none
net charge: 0

Cell vectors (angstrom)
a	10.938	0	0
b	0	10.938	0
c	0	0	32.407

Atoms and the computed forces on them: element, x, y, z (angstrom), force x, y, z (eV/angstrom)
Si	0.2755	-0.1802	24.9585	0.015	-0.0134	0.0103
Si	5.1901	0.4705	24.9514	-0.0092	0.0253	-0.0041
Si	2.8786	2.648	25.0311	0.0288	-0.0293	0.0088
Si	7.9221	2.9885	24.9363	-0.0112	0.0071	0.01
Si	-0.222	5.7613	24.9271	-0.0064	0.0102	0.0065
Si	5.7156	5.2509	24.9494	0.0132	-0.0129	0.0108
Si	2.4982	8.5098	24.9087	-0.0151	0.0172	0.0145
Si	8.4661	8.0001	24.847	0.0116	-0.0103	0.015
Si	1.367	1.3949	26.3157	0.0152	-0.0108	-0.0015
Si	6.808	1.4558	26.3263	-0.0047	0.0072	-0.0051
Si	4.1116	4.1708	26.3103	0.0094	-0.0057	-0.0106
Si	9.5592	4.1412	26.2091	-0.005	0.0065	-0.003
Si	1.3572	6.9144	26.2516	-0.0052	0.0084	-0.0074
Si	6.8732	6.8699	26.2087	0.0091	-0.0048	-0.0057
Si	4.124	9.6497	26.1788	-0.0109	0.0036	0.0023
Si	9.5741	9.596	26.211	0.0083	-0.0044	-0.0097
Si	2.7503	0.0059	27.6391	-0.0002	0.011	-0.011
Si	8.1922	0.0118	27.5988	0.001	-0.0018	0.0023
Si	-0.0371	2.7612	27.6115	0.0008	-0.0023	0.0015
Si	5.4334	2.7772	27.6857	-0.0053	0.0012	-0.0034
Si	2.7059	5.5205	27.6204	-0.001	-0.0035	0.0049
Si	8.2	5.4855	27.6214	-0.0052	0.0023	-0.004
Si	-0.0287	8.2343	27.6366	-0.0021	0.0016	-0.0043
Si	5.4632	8.2276	27.5651	-0.0005	-0.0048	0.0003
Si	4.1018	1.3673	28.9888	-0.0669	-0.0168	0.3757
Si	9.5708	1.3673	28.9888	-0.115	0.0294	-0.0894
Si	1.3673	4.1018	28.9888	-0.1044	0.0883	-0.1418
Si	6.8362	4.1018	28.9888	0.073	0.2409	0.2572
Si	4.1018	6.8362	28.9888	0.0555	0.2723	-0.1779
Si	9.5708	6.8362	28.9888	-0.027	0.0212	0.1149
Si	1.3673	9.5708	28.9888	0.0207	0.0505	0.0922
Si	6.8362	9.5708	28.9888	-0.0566	-0.0222	-0.2471
Si	0	0	30.356	0.0846	-0.0013	-0.0262
Si	5.469	0	30.356	0.0167	0.0206	-0.0003
Si	2.7345	2.7345	30.356	0.0301	-0.0696	-0.0062
Si	8.2035	2.7345	30.356	-0.0123	-0.0062	-0.0058
Si	0	5.469	30.356	0.0017	0.0279	0.0069
Si	5.469	5.469	30.356	0.1023	0.009	-0.0135
Si	2.7345	8.2035	30.356	0.0285	0.014	-0.0117
Si	8.2035	8.2035	30.356	0.0128	-0.0472	-0.0237
Si	1.3673	1.3673	31.7233	-0.0607	0.0335	-0.0059
Si	6.8362	1.3673	31.7233	-0.0052	0.0257	-0.0094
Si	4.1018	4.1018	31.7233	-0.0366	0.0347	-0.0237
Si	9.5708	4.1018	31.7233	-0.0046	-0.0366	-0.0173
Si	1.3673	6.8362	31.7233	0.0313	0.0318	-0.0113
Si	6.8362	6.8362	31.7233	-0.0425	0.0375	-0.0133
Si	4.1018	9.5708	31.7233	-0.0297	-0.0138	-0.0202
Si	9.5708	9.5708	31.7233	-0.0193	0.0187	-0.0302
Si	2.7345	0	0.6835	0.0394	-0.0074	0.0289
Si	8.2035	0	0.6835	0.0422	-0.0907	0.0342
Si	0	2.7345	0.6835	-0.006	0.0359	0.0054
Si	5.469	2.7345	0.6835	0.0442	-0.054	-0.0007
Si	2.7345	5.469	0.6835	0.0415	-0.0483	0.0386
Si	8.2035	5.469	0.6835	-0.011	0.0505	0.025
Si	0	8.2035	0.6835	0.0141	-0.0467	-0.0031
Si	5.469	8.2035	0.6835	0.0253	-0.0028	0.0166
Si	4.1018	1.3673	2.0507	-0.0074	0.0421	0.0182
Si	9.5708	1.3673	2.0507	0.0818	0.1055	0.0382
Si	1.3673	4.1018	2.0507	-0.1228	-0.0765	-0.0032
Si	6.8362	4.1018	2.0507	-0.1279	-0.0851	0.0032
Si	4.1018	6.8362	2.0507	-0.0529	0.04	-0.0245
Si	9.5708	6.8362	2.0507	-0.0091	0.099	-0.0049
Si	1.3673	9.5708	2.0507	-0.0444	-0.0485	0.0154
Si	6.8362	9.5708	2.0507	-0.0129	0.0232	-0.0038
Si	0	0	3.418	0.2929	0.1926	0.3947
Si	5.469	0	3.418	0.3473	0.1858	-0.3183
Si	2.7345	2.7345	3.418	-0.2191	-0.2494	-0.1901
Si	8.2035	2.7345	3.418	0.0804	0.1462	0.217
Si	0	5.469	3.418	-0.0963	-0.2878	0.1071
Si	5.469	5.469	3.418	-0.1361	-0.3181	0.1734
Si	2.7345	8.2035	3.418	-0.3043	-0.3805	-0.4533
Si	8.2035	8.2035	3.418	0.2988	-0.0346	-0.275
Si	1.4738	1.344	4.8746	-0.0175	-0.023	0.006
Si	6.8311	1.3832	4.7969	-0.025	-0.0017	0.0164
Si	3.9827	4.1002	4.8006	-0.0019	0.0329	0.0239
Si	9.6106	4.0507	4.8535	-0.018	0.0119	0.0006
Si	1.3728	6.8034	4.7738	-0.0085	-0.0053	0.0136
Si	6.9621	6.7249	4.7304	0.0301	-0.0308	0.0723
Si	4.1657	9.4925	4.669	0.0028	0.0117	0.0026
Si	9.5547	9.5924	4.7769	0.0086	-0.0042	0.0816
Si	2.9584	-0.1758	6.1537	0.0187	0.0108	-0.0018
Si	8.1581	0.0173	6.2029	0.0371	0.0005	0.0058
Si	0.0037	2.6606	6.2887	0.01	-0.0107	-0.0134
Si	5.4027	2.7378	6.1179	0.0371	0.0152	0.0112
Si	2.538	5.3691	6.251	0.0145	-0.0257	-0.029
Si	8.2828	5.4241	6.2783	0.0055	0.0429	0.0045
Si	0.028	8.1835	6.0873	-0.002	0.0246	-0.0406
Si	5.4843	8.0699	5.9003	-0.0254	-0.0147	-0.004
Si	4.3162	1.1826	7.6022	-0.2226	-0.0493	-0.3599
Si	9.9106	0.9388	7.5557	0.0285	-0.066	-0.1869
Si	0.9679	4.2217	7.795	-0.142	0.1753	0.1265
Si	6.5118	4.3322	7.4044	0.0428	0.064	0.1285
Si	4.3078	6.5546	7.1999	0.0545	-0.0143	0.1086
Si	9.3253	7.2212	7.4701	-0.3114	0.162	0.3679
Si	1.3279	9.6421	7.4118	-0.0257	-0.016	0.0038
Si	6.8609	9.3173	7.2947	0.3361	-0.3525	0.4506
O	9.5939	6.8662	24.4285	-0.0085	0.0076	0.0171
O	3.9799	1.5197	24.5697	0.0056	0.0041	0.0202
O	8.0601	8.2507	7.6146	-0.1668	0.1851	-0.1526
O	2.9523	1.5349	8.4498	0.0767	-0.0399	0.078
O	6.8056	4.1101	24.4254	-0.0055	0.006	0.0226
O	1.3646	9.6228	24.4126	-0.0083	0.0019	0.0172
O	5.4375	5.5169	7.8159	-0.068	0.0017	-0.0922
O	0.1943	-0.1451	7.5706	-0.0374	0.0545	0.0488
O	6.7962	3.4476	8.7788	-0.1968	-0.3363	-0.0116
O	6.1657	9.6654	8.7749	0.1741	0.268	-0.0595
O	9.8174	7.3286	9.0538	0.0418	0.0713	-0.2923
O	1.8338	9.1889	8.9244	0.0151	-0.0079	-0.0189
O	5.444	1.1256	9.2277	0.206	0.0285	0.3942
O	1.729	3.6907	9.15	0.0454	-0.0589	-0.0074
O	9.7083	1.1327	9.15	-0.069	0.1378	0.3264
O	3.7504	7.5096	8.3891	-0.0067	-0.0436	-0.0589
O	7.8759	8.5867	23.4281	-0.0011	0.0038	-0.0179
O	8.4743	2.2113	23.6023	0.0115	-0.0102	-0.0186
O	5.0272	5.9079	23.6151	-0.0096	0.0088	-0.0171
O	2.268	3.2933	23.6495	-0.0091	0.0102	-0.0136
O	10.6064	0.6137	23.6581	-0.0059	0.0066	-0.0149
O	0.4064	5.1653	23.5335	0.0089	-0.0075	-0.0121
O	3.1694	7.8424	23.5656	0.0109	-0.0118	-0.0161
O	5.515	14.1301	19.1968	0.0041	0.0132	-0.0195
Si	11.3959	2.3865	20.7908	0.0003	-0.0009	0.0404
Si	7.8392	9.4004	22.0109	-0.0047	0.0034	0.0267
Si	2.2775	5.175	13.558	-0.032	0.1135	-0.0227
Si	12.2716	7.3954	16.8084	0.0075	0.0174	-0.0262
Si	-0.1007	-4.6693	9.7329	-0.3898	-0.0827	0.1276
Si	10.9053	8.9065	14.7495	-0.0255	-0.1319	-0.0613
Si	-1.385	-4.972	17.6951	0.0186	0.0265	0.0229
Si	1.6205	4.461	22.7092	0.0001	-0.003	0.0292
Si	4.6089	10.966	16.9568	0.0023	-0.0378	0.0351
Si	6.876	5.8902	16.311	0.0161	0.1016	0.071
Si	5.7456	2.7761	9.8354	0.084	0.5899	-0.6827
Si	2.7886	9.2535	18.6579	-0.0035	-0.0089	0.0236
Si	7.7651	3.677	11.6589	0.2006	3.3186	-1.2033
Si	9.0835	1.1499	10.6557	-0.0144	-0.99	-0.2786
Si	9.0723	1.6442	15.9002	0.1134	-0.1184	0.1179
Si	2.6444	4.708	16.5735	-0.0132	0.0272	-0.0228
Si	-3.8895	3.4784	14.5837	-0.6235	0.0205	0.5934
Si	6.2334	10.7009	10.0328	-0.0952	-0.4559	-0.3072
Si	16.0477	4.5419	18.3845	-0.0257	0.0033	0.0443
Si	4.9561	7.2169	19.837	-0.0017	0.012	0.0183
Si	-1.5492	1.1822	22.7316	0.0015	0.0017	0.0321
Si	2.1372	2.3627	12.5486	0.0136	0.0529	-0.0261
Si	5.4529	10.9721	21.9235	0.0001	-0.0079	0.0244
Si	0.0932	6.9205	12.7319	-0.1815	-0.1118	-0.2918
Si	13.7513	2.631	9.663	-0.0703	0.0984	-0.033
Si	10.9602	3.2631	17.7847	0.0393	0.0197	0.0649
Si	8.0805	7.9878	19.3672	-0.0088	0.0077	0.0357
Si	-6.3146	1.5092	14.3335	-0.1309	-0.1165	0.0303
Si	-2.238	-1.2131	16.7189	0.0071	-0.0656	-0.0057
Si	2.8882	7.8673	12.3797	-0.0402	-0.0448	-0.0589
Si	-5.7911	1.6377	19.4545	-0.0079	-0.0125	0.0393
Si	-0.3837	0.661	13.2902	0.1337	-0.1037	0.1109
Si	3.8801	6.6408	22.7184	-0.0009	-0.0035	0.0377
Si	2.757	0.4215	20.715	0.0025	-0.0002	0.0252
Si	13.5267	7.8305	9.4558	-0.0598	-0.1004	-0.0042
Si	6.2504	8.7076	15.3369	-0.0035	-0.0032	-0.0738
Si	5.0959	-1.1689	12.8779	-0.0251	-0.1442	0.0165
O	6.4385	5.1406	17.6858	0.0124	-0.0044	-0.0478
O	-0.4686	-4.6997	11.3346	0.2438	0.1166	0.1242
O	6.5705	4.9597	15.0483	0.1198	-0.2166	-0.1455
O	2.2105	10.027	19.965	0.0036	-0.0065	-0.0165
O	-0.258	5.0309	8.6067	0.1824	-0.1071	-0.1003
O	1.0194	3.8197	21.3431	-0.0031	-0.0032	-0.0132
O	1.4817	6.6417	9.563	0.1523	0.0953	-0.038
O	-5.598	0.2366	13.6258	0.0158	0.0882	-0.0003
O	14.1816	6.4346	13.1092	-0.0077	-0.0302	0.0233
O	8.5834	11.3397	16.8481	-0.0033	0.0588	-0.0365
O	5.333	9.746	16.1807	-0.0059	0.029	0.013
O	-1.4921	1.126	14.3943	-0.0381	0.0514	-0.0448
O	2.2984	3.9848	12.4411	0.0032	-0.0797	-0.0054
O	5.9883	8.6768	13.7132	-0.0122	0.0522	0.0368
O	2.721	4.4836	14.959	0.0151	-0.0251	0.0262
O	6.3212	2.7152	11.303	0.9944	-0.0345	0.8895
O	3.2526	1.7596	13.5282	0.0342	0.0048	0.0096
O	14.939	4.1514	17.2612	0.0122	-0.0061	-0.002
O	-3.1015	13.6384	15.8054	-0.0176	0.1109	-0.1778
O	0.734	5.7163	13.6371	0.0543	-0.0495	0.0605
O	7.7781	9.1901	15.4996	0.0093	0.0236	0.0228
O	0.3155	2.446	19.1723	-0.0088	0.0079	-0.0392
O	4.5531	5.6952	19.3917	0.0117	-0.0131	-0.0184
O	7.6562	5.1765	11.0006	0.1824	-3.1867	1.3163
O	10.8969	6.6083	17.0821	-0.018	-0.0094	0.0079
O	2.7467	5.5531	22.2868	0.0005	0.0003	-0.0069
O	9.0312	6.7032	19.0534	0.0034	-0.0099	-0.0167
O	1.2681	7.9906	12.2997	0.0678	0.0493	0.0371
O	-5.4206	0.6704	18.1765	-0.0042	0.0036	-0.0232
O	7.6748	0.2857	10.4822	0.1198	0.2327	0.0318
O	11.2632	-0.6894	13.8911	-0.0254	0.0923	-0.0344
O	4.2506	3.4109	9.7555	0.0551	-0.1361	0.1124
O	4.0634	8.3198	19.0441	-0.0031	0.0018	-0.0067
O	8.4692	6.1652	16.4943	-0.0181	-0.0254	-0.0172
O	1.4029	3.9026	17.2255	-0.0133	-0.0112	-0.0021
O	-0.8335	7.8342	13.7434	0.0377	0.0821	0.098
O	5.6329	2.7463	14.2567	0.1655	0.0747	-0.0728
O	2.5528	6.317	16.8139	-0.0019	-0.0097	0.0038
O	9.8532	4.4196	18.0962	-0.0115	-0.0086	-0.0155
O	4.246	1.1924	15.8867	0.0261	0.0305	-0.0449
O	3.4099	7.9276	10.839	-0.0152	0.0306	0.0166
O	3.5664	-1.7431	13.0385	0.0364	0.0544	0.0089
O	8.539	10.856	22.1863	-0.0015	-0.0029	-0.0067
O	-2.9205	3.6294	13.3362	0.0914	-0.5589	-1.8184
O	9.9581	2.0294	21.4674	0.0055	0.0063	-0.0112
O	8.5718	8.5845	20.8086	-0.0023	-0.0049	-0.0175
O	-5.0271	1.1823	20.839	-0.0026	0.012	-0.0225
O	5.4473	-0.9011	11.2852	0.0338	0.0896	-0.027
O	1.3169	8.1604	15.3484	0.0045	0.0099	0.029
O	2.3773	1.8417	11.0052	0.0213	0.0145	0.0504
O	6.5187	7.5306	19.4966	-0.0017	-0.0036	-0.0072
O	1.5585	-2.5369	18.0576	0.0038	0.0041	0.0019
O	1.4753	12.1481	21.2972	0.0006	0.002	-0.0072
O	9.0092	2.6927	11.0201	-1.143	0.9085	0.9371
O	3.2256	-0.5693	17.5596	0.0121	0.0161	-0.0167
O	8.2984	-1.8564	18.1636	0.0065	0.016	-0.0175
O	10.1745	-1.6271	16.1592	-0.03	0.0354	0.0238
O	-0.5516	2.2799	16.6265	-0.0477	-0.014	-0.0517
O	0.6975	1.8674	13.0965	-0.0037	0.0018	-0.0388
O	6.2805	-1.3218	21.5409	0.0049	-0.004	-0.0008
O	15.5411	7.2875	21.4265	0.0039	0.001	-0.0173
O	5.8976	0.265	23.4783	-0.0093	0.0035	-0.0014
O	-4.8983	7.2624	16.0496	0.0099	-0.0449	0.0098
O	3.5365	1.4696	19.7245	0.0119	0.0067	-0.0165
O	3.8229	-0.0963	21.8561	-0.0066	0.0018	-0.0134
O	9.9077	0.3248	11.8188	-0.0806	0.1505	-0.0971

Results
free energy: -135733.500 eV
free energy less fixed offsets of O -568.88, Si -635.61 eV per atom: 1.830 eV

The program warned: the cutoff lies below the one the program advises for these potential files; the forces do not sum to zero within the program's tolerance; the exchange-correlation potential is rough where the density is thin.
